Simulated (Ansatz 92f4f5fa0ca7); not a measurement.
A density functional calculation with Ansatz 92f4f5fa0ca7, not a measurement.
Periodic cell of 252 atoms, Si132O88H32, with a vacuum gap, from a study of silicon, its oxide and their interface. The atomic structure is a simulated model.

Settings
functional: r2SCAN
potential files: Ansatz PAW
basis: plane waves
wave-function cutoff: 800 eV
density cutoff ratio: 5
exchange-correlation grid ratio: 1
k mesh: 1 x 1 x 1, shifted by 0.5 0.5 0 of a step
self-consistency stop: 1e-11 eV per atom in the density residual
occupations: fixed
spin: none
net charge: 0
applied field: sawtooth along c, amplitude -0.015 V/angstrom in the program's sign convention, ramp centred at 0.9887 of c and 0.0226 of c wide, no dipole correction

Cell vectors (angstrom)
a 10.888 0 0
b 0 10.888 0
c 0 0 44.2285

Atoms: element, x, y, z (angstrom)
Si 2.8738 2.2741 29.4861
Si 1.0752 1.195 31.7834
Si -0.9977 4.1973 31.8537
Si 2.5736 8.3639 30.6201
Si 5.1105 0.7126 28.5812
Si 8.717 1.7618 30.2376
Si 6.0288 5.2936 30.482
Si 7.5315 8.7487 30.6732
Si -0.4972 0.0449 30.3909
Si 4.4648 3.9619 31.5127
Si 0.0428 5.717 30.3751
Si 4.1055 9.6282 31.8322
Si 6.9673 1.2537 31.8121
Si 12.0747 7.059 31.9244
Si 6.8863 6.8789 31.9225
Si 9.3279 9.554 31.93
Si 0.0606 2.7115 33.312
Si 2.6786 0.0595 33.1468
Si -0.1795 8.2643 33.2997
Si 2.4707 5.5983 33.2526
Si 5.5764 2.6723 33.1122
Si 8.1426 0.0246 33.3702
Si 5.3491 8.1318 33.2203
Si 8.3091 5.4705 33.1721
Si 1.3539 4.1061 34.6749
Si 4.0911 1.4102 34.497
Si 1.3279 9.5752 34.5493
Si 4.0088 6.7925 34.5801
Si 6.8604 4.1058 34.4823
Si 9.5164 1.4073 34.6507
Si 6.7411 9.4918 34.6049
Si 9.5101 6.8065 34.6684
Si 0.007 0.0264 35.953
Si 2.7831 2.752 35.9435
Si -0.0205 5.441 36.0172
Si 2.6632 8.1767 35.9215
Si 5.3903 0.0136 35.9129
Si 8.1372 2.7669 35.9494
Si 5.4553 5.4344 35.8669
Si 8.1203 8.1652 35.9841
Si 1.3896 1.3694 37.2816
Si 4.1462 4.0933 37.2929
Si 1.3621 6.8058 37.3288
Si 4.0373 9.5323 37.2701
Si 6.7897 1.3641 37.2768
Si 9.4972 4.0785 37.3382
Si 6.762 6.787 37.299
Si 9.5305 9.5342 37.3004
Si -0.0061 2.6827 6.9179
Si 2.7037 -0.0166 6.9336
Si -0.0059 8.1684 6.9475
Si 2.7684 5.4416 6.9248
Si 5.4648 2.7173 6.9462
Si 8.1692 0.0143 6.9218
Si 5.3997 8.1732 6.9069
Si 8.1485 5.4534 6.9414
Si 1.3886 4.0328 8.2148
Si 4.0864 1.3296 8.2651
Si 1.3604 9.511 8.3201
Si 4.0758 6.8307 8.3145
Si 6.8412 4.0707 8.3029
Si 9.5568 1.3151 8.3279
Si 6.7916 9.5269 8.2399
Si 9.5106 6.8146 8.2891
Si -0.0014 -0.0867 9.7301
Si 2.6842 2.6365 9.6037
Si 0.0465 5.405 9.5297
Si 2.6982 8.1631 9.7174
Si 5.4403 -0.0259 9.6222
Si 8.213 2.7093 9.6635
Si 5.4956 5.4787 9.6089
Si 8.1384 8.1999 9.6286
Si 1.3805 1.2658 11.0651
Si 4.0728 4.0788 10.7936
Si 1.3032 6.7289 10.9936
Si 4.1274 9.5072 11.0434
Si 8.1787 0.0013 12.4151
Si 9.6409 4.0842 10.954
Si 6.8523 6.8234 11.0261
Si 9.5106 9.4278 11.112
Si 1.7459 3.8349 13.6343
Si 2.9273 0.0773 12.4552
Si -0.7747 10.4764 15.7987
Si 2.7664 5.3851 12.2108
Si 5.5105 2.8489 12.1265
Si 6.8341 1.3094 10.9626
Si 5.517 8.1856 12.4325
Si 7.4527 4.0993 14.1056
Si 0.0823 2.7323 12.3711
Si 4.086 1.7821 13.5821
Si -0.4915 7.5333 12.3198
Si 5.4002 5.2128 15.9864
Si 8.6914 5.8652 12.1711
Si 9.3595 1.6291 13.6515
Si 8.1653 8.4434 15.4249
Si 6.8472 9.567 13.841
Si 27.1738 -12.0627 20.9619
Si -6.2119 -0.4562 25.7391
Si 1.4847 21.2371 25.6383
Si 19.8712 18.2467 19.6102
Si 7.1342 5.0549 23.7724
Si 9.3834 4.959 18.0267
Si 0.2999 12.8143 23.8234
Si 12.4143 21.0386 17.5019
Si -15.8963 10.5 30.5598
Si -4.0623 7.081 21.5479
Si 5.104 4.8428 20.4152
Si 15.6232 -14.2386 26.1739
Si 4.1712 17.5234 28.7299
Si 2.8766 20.0791 14.9608
Si 12.4969 0.6745 21.4188
Si 3.0377 1.6242 18.7706
Si -8.9438 15.5141 27.9603
Si 7.3395 5.6882 26.5865
Si 2.1832 18.3819 24.5041
Si 5.5115 21.6039 15.4392
Si 7.6129 24.6622 19.6863
Si 14.8854 -14.9779 13.5775
Si 21.208 18.6606 14.6971
Si -3.9086 3.187 28.5158
Si -10.4246 31.0172 20.1234
Si 0.4683 -1.2681 28.5613
Si -6.5239 3.8604 23.296
Si -7.6541 15.3717 17.9135
Si -8.2138 -1.9898 21.877
Si 12.5146 37.2915 24.8216
Si 16.813 -21.1442 18.4902
Si 11.7263 16.2501 16.3036
Si -3.4525 -14.7831 17.0979
Si -1.7689 18.3424 28.5316
Si 19.2162 2.5141 22.6167
Si 5.5565 11.99 23.1938
O -11.4008 -13.388 28.0918
O -1.0195 -4.7727 19.0682
O 5.2337 -11.0021 27.2093
O -8.4877 10.4483 22.3066
O -2.4424 6.5999 27.3411
O 4.0606 13.9551 30.2196
O 14.8462 -1.9329 20.8944
O -10.2495 14.2856 24.425
O 13.0201 5.5168 17.2935
O 31.3951 6.4627 29.7156
O 16.5945 26.1171 24.0708
O -13.8373 27.1203 25.1324
O 22.6682 16.0618 29.0725
O 9.3871 14.0387 30.7126
O -3.1033 7.6754 18.5417
O 6.2793 3.7512 20.0855
O 4.8509 1.2236 14.9198
O 2.5442 11.3571 17.7693
O 4.7347 16.7671 14.6895
O 5.822 -0.6426 19.4941
O 13.2129 -0.7 13.8023
O 15.2043 18.7595 27.7095
O 16.6928 6.2874 20.5799
O 1.3521 -1.6734 18.7844
O -0.0621 -12.4377 14.8678
O 12.3626 15.626 26.4328
O 10.6496 4.4942 17.1569
O 33.9871 -13.4302 21.1668
O 2.5284 3.0647 18.2468
O 3.0749 10.6669 25.6679
O -3.9533 14.9325 29.9057
O 19.254 -5.4828 13.757
O 1.1989 15.3875 14.9999
O 16.3036 -21.3491 24.6388
O -13.0859 -22.831 16.224
O 2.5304 1.349 20.2793
O 8.423 2.3894 21.0038
O 3.0856 15.1396 24.2024
O -5.1801 23.9862 28.2754
O 16.8311 6.4719 26.2675
O 34.016 19.6974 25.0442
O 21.8729 -10.9922 17.1098
O 18.0062 15.1431 27.3178
O 4.3749 20.4479 15.4299
O 39.7125 23.4639 23.1257
O 6.6063 15.162 15.4593
O -14.5816 1.5692 18.8409
O -8.0278 -3.1957 14.3574
O 5.3294 10.9578 21.9817
O 18.8558 -2.466 29.1203
O -6.4559 34.922 23.0923
O 5.1225 19.7924 25.4292
O -4.4249 19.5371 21.54
O -11.761 11.8533 14.9821
O -7.9522 -13.8263 23.1415
O 14.8729 15.8739 19.2566
O 30.0885 13.6361 14.2297
O 6.8091 17.3429 23.0301
O 8.6376 14.6444 18.7861
O 0.9085 21.2388 27.1703
O 9.6125 -8.9559 23.4174
O 19.2236 17.8074 21.0102
O 0.7024 22.4226 24.7941
O 1.2718 6.1496 24.2954
O -7.3727 11.7865 28.9307
O -10.6663 6.7756 15.7585
O 2.0586 9.2081 16.3305
O -2.5091 16.5625 16.9853
O -4.9644 6.4025 16.9711
O 4.644 1.5923 18.7286
O 12.6246 2.1063 30.5935
O -4.8762 10.9735 16.9639
O -7.5018 6.9843 25.4735
O 35.7721 4.6221 32.0962
O -10.5096 21.6536 20.6934
O 4.3357 15.3865 21.8039
O 3.4889 7.1197 30.0852
O -35.3403 13.0174 28.7114
O 13.7701 2.7572 14.1193
O -4.4223 3.9991 12.8269
O -30.4202 3.0678 28.2407
O -5.2511 16.9742 29.0986
O -6.5198 4.2754 16.7766
O 8.0828 25.8691 22.892
O 12.0011 12.6987 22.4273
O -7.5594 5.4367 28.0859
O 9.8862 8.6663 19.8449
O 1.784 9.013 29.3285
H 0.5432 2.1658 38.214
H 2.1892 0.526 38.214
H 4.9503 3.2542 38.2253
H 3.3155 4.9062 38.2253
H 2.1963 5.9966 38.2612
H 0.5387 7.626 38.2612
H 4.8601 8.7115 38.2025
H 3.2172 10.3558 38.2025
H 7.6204 0.5513 38.2093
H 5.9766 2.1945 38.2093
H 10.3157 3.2534 38.2706
H 8.6833 4.9082 38.2706
H 7.5996 5.9814 38.2314
H 5.9474 7.6159 38.2314
H 8.7107 10.3581 38.2328
H 10.348 8.7082 38.2328
H -0.8246 3.5078 5.9855
H 0.8403 1.8863 5.9855
H 3.5238 -0.8401 6.0011
H 1.9041 0.8268 6.0011
H 0.8175 7.3483 6.015
H -0.8234 8.9945 6.015
H 1.9342 6.2508 5.9923
H 3.5991 4.6287 5.9923
H 4.6607 3.5564 6.0138
H 6.2778 1.8868 6.0138
H 8.9889 -0.8095 5.9893
H 7.3385 0.8271 5.9893
H 6.2144 7.3443 5.9744
H 4.5769 8.994 5.9744
H 7.3109 6.2591 6.009
H 8.9624 4.6237 6.009

Results
free energy: -135124.142 eV
free energy less fixed offsets of H -15.71, O -570.45, Si -639.56 eV per atom: 0.098 eV

Forces (eV/angstrom), in the order of the atoms: element, x, y, z
Si -0.0004 0.0004 -0.0219
Si -0.0078 0.0041 -0.0149
Si 0.0045 -0.0082 -0.0155
Si 0.0083 -0.0049 -0.0044
Si -0.0073 0.0011 -0.0325
Si -0.0089 0.0075 -0.0097
Si -0.0019 0.008 -0.0121
Si 0.0165 -0.0122 -0.0058
Si -0.007 -0.0037 0.0088
Si 0.0033 -0.0014 -0.0137
Si 0.0035 0.0053 -0.0074
Si -0.0018 -0.0129 -0.0167
Si 0.0077 -0.0011 -0.0091
Si 0.0073 0.0085 -0.0172
Si -0.0209 -0.0078 -0.018
Si -0.008 0.0193 -0.0209
Si -0.0003 0.0048 -0.0022
Si 0.007 0.0055 0.0064
Si 0.0025 -0.0073 0.0042
Si -0.0064 -0.0114 -0.0154
Si -0.0198 -0.0135 0.0126
Si -0.0049 -0.0027 0.0129
Si 0.0076 0.0094 0.0027
Si 0.0056 0.0111 0.0088
Si 0.0023 -0.0107 0.0226
Si -0.0078 -0.016 0.0191
Si 0.0018 -0.0035 0.019
Si 0.0211 0.0103 0.0266
Si 0.0116 0.0012 0.0314
Si 0.0083 -0.0027 0.0141
Si 0.0082 -0.0025 0.0124
Si -0.0007 -0.0003 0.0251
Si -0.0178 0.0262 0.1957
Si 0.0047 -0.0086 0.1684
Si -0.0227 0.0118 0.1823
Si 0.012 0.0144 0.1803
Si 0.0057 0.0017 0.1508
Si 0.0056 -0.0331 0.2041
Si -0.029 0.0363 0.1853
Si -0.0291 0.0209 0.1637
Si 0.0074 0.0863 0.2788
Si -0.0759 -0.0971 0.2469
Si -0.0739 0.0464 0.348
Si -0.0227 0.0838 0.2615
Si -0.1383 0.016 0.1555
Si -0.0737 0.1216 0.4513
Si 0.0829 0.1143 0.2578
Si -0.0716 0.0212 0.2633
Si 0.0796 -0.0451 -0.3406
Si 0.0838 -0.0306 -0.2817
Si 0.0397 -0.0558 -0.3112
Si -0.0654 -0.1122 -0.2663
Si -0.0284 -0.0274 -0.2516
Si 0.0237 -0.1001 -0.2184
Si 0.0849 0.0605 -0.274
Si 0.1348 -0.0621 -0.4199
Si 0.0162 -0.0021 -0.1866
Si 0.0082 -0.0044 -0.1549
Si 0.0163 -0.0176 -0.1823
Si 0.0102 -0.0106 -0.1863
Si -0.0113 -0.0148 -0.1919
Si 0.0023 0.0042 -0.1824
Si -0.0024 0.0039 -0.1788
Si 0.0266 -0.0198 -0.1607
Si -0.0008 0.017 -0.0327
Si -0.0051 0.0109 -0.0152
Si -0.0146 -0.0009 -0.0035
Si 0.0102 0.0089 -0.0329
Si -0.0013 0.003 -0.0157
Si -0.0097 -0.0145 -0.0232
Si -0.0143 -0.0033 -0.0159
Si 0.0001 -0.0048 -0.0199
Si 0.0109 0.0106 -0.0031
Si 0.0018 -0.0003 -0.0023
Si -0.0065 -0.0288 -0.0034
Si 0.0156 0.0061 -0.011
Si 0.0107 0.0102 0.0117
Si 0.0179 0.0174 -0.0086
Si 0.0087 0.0132 -0.0104
Si -0.0163 -0.0129 -0.0056
Si 0.0051 -0.0027 -0.0263
Si 0.0114 0.0157 0.0033
Si -0.0132 0.0043 -0.038
Si 0.011 0.0051 0.0204
Si -0.0188 -0.0164 0.0148
Si -0.0121 0.0041 -0.0119
Si -0.011 -0.0112 0.0128
Si 0.0049 -0.002 -0.0258
Si -0.0117 -0.0071 0.0209
Si 0.0059 0.0096 -0.0264
Si -0.0111 -0.0021 0.0069
Si 0.0034 0.0065 -0.0504
Si 0.006 0.0015 -0.0032
Si 0.0052 0.001 -0.0212
Si 0.0018 -0.0036 -0.0088
Si -0.0016 -0.0013 -0.0013
Si 0.0057 0.002 -0.04
Si -0.0003 0.0047 -0.0476
Si 0.0003 0.0034 -0.0452
Si -0.0024 -0.0024 -0.0491
Si -0.0051 0.0009 -0.0446
Si 0.0039 0.0055 -0.0464
Si -0.0051 0.001 -0.0474
Si -0.0075 0.0004 -0.0495
Si -0.0105 0.0121 0.0071
Si 0.0064 0.0038 -0.0465
Si -0.0013 -0.0011 -0.0495
Si -0.0058 -0.0003 -0.0357
Si -0.0035 0.0023 -0.0321
Si 0.0059 -0.003 -0.0344
Si 0.0033 -0.0031 -0.048
Si 0.0005 0.0026 -0.0485
Si 0.0032 0.0004 -0.0458
Si -0.0041 -0.0023 -0.0481
Si 0.0013 0.0023 -0.0457
Si -0.0061 0.0023 -0.0462
Si 0 0 -0.05
Si 0.0023 -0.0017 -0.0217
Si -0.0048 0.0024 -0.0183
Si -0.0028 0.0092 -0.0292
Si -0.0056 -0.0044 -0.0473
Si 0.0095 0.0027 -0.0361
Si 0.0053 0.0024 -0.0484
Si -0.0068 0.0058 -0.0472
Si -0.0057 0.0064 -0.0456
Si 0.0028 -0.0054 -0.061
Si -0.0004 -0.0049 -0.0541
Si -0.0017 0.0056 -0.0509
Si -0.0041 0.0089 -0.0439
Si -0.0024 -0.0082 -0.0327
Si -0.0015 -0.0032 -0.0358
Si 0.0031 0.0012 -0.0507
O -0.003 0.0024 0.0092
O -0.0003 0.0073 0.0156
O 0.0053 0.0065 0.0369
O 0.003 -0.0023 0.0202
O 0.0101 0.0105 0.0281
O 0.0026 0.0039 0.0115
O -0.0044 -0.0009 0.0162
O 0.0033 0.0094 0.0192
O 0.0086 -0.0064 0.0155
O 0.0089 -0.0053 0.0145
O 0.0027 0.0015 0.0163
O 0.002 0.0064 0.0388
O -0.0135 0.0063 0.0291
O -0.0057 0.0016 0.0112
O 0.012 0.0003 0.0395
O -0.005 0.0045 0.0172
O 0.005 -0.0092 0.0214
O 0.0019 0.0055 0.018
O 0.0083 -0.0105 0.0299
O -0.0051 -0.012 0.0382
O -0.0066 -0.0107 0.0172
O -0.0021 -0.0052 0.0221
O 0.0026 0.0041 0.0169
O -0.009 -0.0036 0.0384
O -0.0021 0.0097 0.014
O 0.0038 -0.0011 0.0272
O -0.011 -0.0032 0.0227
O 0.0128 -0.0017 0.0263
O 0.0007 -0.008 0.0167
O 0.0008 -0.001 0.0212
O -0.002 0.0032 0.0125
O -0.0095 -0.0033 0.0113
O -0.0071 0.0098 0.0278
O -0.0073 -0.0116 0.0344
O 0.0065 0.0086 0.0158
O -0.0105 -0.0067 0.0354
O 0.0064 -0.002 0.0349
O -0.0137 0.005 0.0195
O 0.0016 -0.0039 0.0111
O 0.0009 -0.0002 0.0163
O -0.0037 0.0089 0.0264
O 0.0157 -0.0008 0.0235
O -0.0016 -0.0122 0.0254
O -0.0003 0.0034 0.0128
O -0.0037 -0.0007 0.0139
O -0.0087 0.0055 0.023
O 0.0055 0.0091 0.0204
O -0.0054 0.0112 0.0175
O 0.0019 0.0183 0.0343
O -0.0057 0.0058 0.0169
O 0 0.0016 0.0189
O -0.001 -0.0039 0.0094
O -0.0016 -0.0024 0.0161
O 0.0058 -0.0144 0.0233
O -0.0052 -0.009 0.0292
O 0.0136 0.0011 0.0345
O -0.0071 0.0056 0.0073
O 0.002 -0.0125 0.0333
O -0.0124 -0.0125 0.0291
O -0.0123 -0.0053 0.0396
O 0.0091 -0.002 0.0236
O -0.0111 -0.0042 0.0286
O 0.0056 -0.0143 0.0266
O -0.0003 -0.0023 0.0128
O -0.0007 0.002 0.0116
O 0.0077 -0.0114 0.0238
O -0.0069 0.0093 0.0273
O 0.0088 -0.0118 0.0212
O -0.001 -0.0002 0.0173
O -0.0019 0.0012 0.0112
O 0.0018 -0.0019 0.0138
O 0.0021 0.0093 0.0447
O 0.0108 0.0021 0.0189
O -0.0049 0.0013 0.0105
O 0.0076 0.0071 0.0196
O -0.0046 -0.0076 0.0382
O -0.0029 0.0011 0.0094
O 0.0063 -0.0063 0.0164
O -0.0059 0.0019 0.0081
O 0.0084 0.0063 0.0011
O 0.0021 -0.0047 0.019
O 0.0006 -0.0043 0.022
O -0.0141 -0.005 0.0256
O -0.0033 0.007 0.0176
O -0.0075 0.0076 0.0292
O 0.001 0.0036 0.0139
O 0.0073 0.0035 0.0189
O -0.0004 0.0011 0.0184
H 0.3444 -0.161 -0.2795
H -0.3037 0.4008 -0.2344
H -0.2815 0.4242 -0.2412
H 0.2986 -0.1886 -0.2968
H -0.212 0.2945 -0.2766
H 0.318 -0.3078 -0.2268
H -0.2508 0.273 -0.2952
H 0.3238 -0.3977 -0.2259
H -0.2835 0.2469 -0.3145
H 0.3186 -0.402 -0.2237
H -0.289 0.2173 -0.267
H 0.3033 -0.3099 -0.2007
H -0.353 0.2195 -0.2749
H 0.1764 -0.3739 -0.2574
H 0.3189 -0.2752 -0.2355
H -0.3041 0.2894 -0.2865
H 0.1533 -0.3261 0.2921
H -0.4113 0.2615 0.2158
H -0.3915 0.2823 0.2621
H 0.2661 -0.3437 0.2981
H -0.2676 0.254 0.2711
H 0.3334 -0.2647 0.2778
H 0.2518 -0.2475 0.2717
H -0.2457 0.4082 0.2389
H 0.298 -0.3165 0.2855
H -0.3094 0.3388 0.2754
H -0.2938 0.3015 0.2488
H 0.4 -0.2449 0.2685
H -0.3185 0.2285 0.269
H 0.3515 -0.324 0.2595
H 0.263 -0.2933 0.2954
H -0.2099 0.3237 0.2411

The program warned: the cutoff lies below the one the program advises for these potential files; the forces do not sum to zero within the program's tolerance; empty levels may hold ghost states of the PAW files; the exchange-correlation potential is rough where the density is thin.
